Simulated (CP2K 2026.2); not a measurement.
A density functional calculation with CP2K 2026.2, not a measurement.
Periodic cell of 654 atoms, Si398O256, from a study of silicon, its oxide and their interface. The atomic structure is a simulated model.
Doubt: the forces sum to 3.96 eV/angstrom along one axis rather than to zero, so they err by at least 0.0061 eV/angstrom per atom on average; the grid cutoff is modest.

Settings
functional: PBE
method: Gaussian and plane waves
basis set: DZVP-MOLOPT-SR-GTH
pseudopotentials: GTH-PBE
grid cutoff: 350 Ry, relative cutoff 50 Ry
k points: Gamma only
occupations: fixed
spin: none
net charge: 0

Cell vectors (angstrom)
a	16.4025	0	0
b	0	16.4025	0
c	0	0	42.2803

Atoms: element, x, y, z (angstrom)
Si	0.101	15.938	42.194
Si	2.422	3.017	42.179
Si	0.259	5.246	42.219
Si	2.756	8.309	0.381
Si	0.414	10.355	42.268
Si	2.617	14.079	42.196
Si	5.863	16.33	42.136
Si	8.336	3.157	41.667
Si	5.027	6.247	42.256
Si	8.031	8.72	42.009
Si	5.673	10.792	42.263
Si	8.133	14.112	42.246
Si	11.376	16.114	0.342
Si	13.337	2.898	0.337
Si	11.122	5.311	42.252
Si	13.525	8.511	0.158
Si	11.08	10.528	41.949
Si	13.679	13.793	0.219
Si	1.308	1.3	1.146
Si	4.18	4.244	1.099
Si	1.289	6.9	1.448
Si	4.216	9.709	1.501
Si	1.463	12.298	1.12
Si	4.15	15.282	1.244
Si	7.124	1.549	1.028
Si	9.429	4.303	1.225
Si	6.838	7.12	1.221
Si	9.58	9.658	1.281
Si	6.953	12.397	1.188
Si	9.609	15.104	1.478
Si	12.295	1.367	1.693
Si	15.019	4.151	1.331
Si	12.293	6.899	1.312
Si	15.111	9.614	1.505
Si	12.273	12.174	1.176
Si	15.179	14.938	1.572
Si	0.013	2.715	2.596
Si	2.765	0.133	2.631
Si	16.382	8.219	2.85
Si	2.786	5.494	2.624
Si	0.165	13.553	2.749
Si	2.786	11.088	2.691
Si	5.617	2.852	2.441
Si	8.263	0.182	2.669
Si	5.568	8.331	2.783
Si	8.126	5.648	2.607
Si	5.513	13.773	2.558
Si	8.272	11.059	2.659
Si	10.795	2.844	2.704
Si	13.789	16.397	2.841
Si	10.906	8.251	2.662
Si	13.678	5.547	2.696
Si	10.984	13.603	2.66
Si	13.681	11.001	2.724
Si	1.409	4.09	4.002
Si	4.205	1.507	3.912
Si	1.435	9.644	4.063
Si	4.147	6.896	4.044
Si	1.478	15.075	4.03
Si	4.18	12.441	4.036
Si	6.834	4.203	3.965
Si	9.567	1.457	4.136
Si	6.934	9.707	4.093
Si	9.552	6.901	4.043
Si	6.865	15.143	3.971
Si	9.614	12.35	4.1
Si	12.281	4.165	4.037
Si	15.115	1.423	4.129
Si	12.311	9.595	4.057
Si	15.015	6.844	4.148
Si	12.342	15.002	4.079
Si	15.084	12.32	4.11
Si	0.058	0.06	10.89
Si	2.789	2.809	10.899
Si	0.045	5.494	10.904
Si	2.77	8.223	10.882
Si	0.05	10.962	10.861
Si	2.784	13.733	10.875
Si	5.517	0.084	10.891
Si	8.234	2.789	10.879
Si	5.502	5.5	10.88
Si	8.226	8.222	10.897
Si	5.511	10.974	10.885
Si	8.255	13.738	10.894
Si	10.981	0.066	10.887
Si	13.718	2.783	10.895
Si	10.967	5.492	10.894
Si	13.713	8.218	10.891
Si	10.989	10.967	10.89
Si	13.714	13.713	10.865
Si	1.425	1.441	12.258
Si	4.155	4.16	12.287
Si	1.421	6.853	12.274
Si	4.146	9.581	12.242
Si	1.415	12.339	12.21
Si	4.138	15.122	12.233
Si	6.868	1.454	12.27
Si	9.593	4.134	12.263
Si	6.868	6.832	12.264
Si	9.628	9.571	12.235
Si	6.894	12.343	12.236
Si	9.617	15.112	12.269
Si	12.343	1.432	12.27
Si	15.084	4.134	12.288
Si	12.351	6.84	12.258
Si	15.099	9.583	12.23
Si	12.37	12.335	12.243
Si	15.078	15.08	12.227
Si	0.077	2.788	13.658
Si	2.798	0.094	13.626
Si	0.032	8.215	13.624
Si	2.803	5.519	13.676
Si	0.044	13.7	13.569
Si	2.762	10.958	13.572
Si	5.513	2.802	13.68
Si	8.246	0.104	13.629
Si	5.491	8.185	13.617
Si	8.207	5.45	13.655
Si	5.513	13.739	13.553
Si	8.271	10.946	13.576
Si	10.967	2.803	13.647
Si	13.733	0.051	13.604
Si	10.958	8.174	13.615
Si	13.707	5.492	13.659
Si	11.001	13.714	13.596
Si	13.742	10.944	13.595
Si	1.457	4.147	15.052
Si	4.15	1.443	15.053
Si	1.412	9.584	14.961
Si	4.137	6.891	15.089
Si	1.382	15.112	14.905
Si	4.146	12.35	14.868
Si	6.851	4.137	15.112
Si	9.579	1.483	15.036
Si	6.939	9.513	14.901
Si	9.598	6.784	15.001
Si	6.85	15.121	14.929
Si	9.642	12.316	14.933
Si	12.314	4.158	15.047
Si	15.128	1.375	14.991
Si	12.362	9.541	14.925
Si	15.085	6.857	15.023
Si	12.356	15.099	14.96
Si	15.137	12.296	14.959
Si	0.095	0.018	16.404
Si	2.794	2.775	16.489
Si	0.161	5.605	16.396
Si	2.784	8.349	16.432
Si	0.055	10.885	16.371
Si	2.743	13.717	16.187
Si	5.522	0.043	16.391
Si	8.225	2.789	16.538
Si	5.463	5.498	16.517
Si	8.201	8.101	16.352
Si	5.563	10.944	16.1
Si	8.262	13.753	16.205
Si	10.978	0.092	16.318
Si	13.767	2.775	16.296
Si	10.906	5.472	16.488
Si	13.623	8.154	16.375
Si	11.009	10.899	16.262
Si	13.779	13.721	16.252
Si	1.48	1.323	17.855
Si	4.083	4.164	17.958
Si	1.468	7.015	17.898
Si	4.239	9.81	17.633
Si	1.563	12.295	17.62
Si	4.084	15.011	17.629
Si	6.87	1.332	17.89
Si	9.511	4.209	17.987
Si	6.782	6.912	17.918
Si	9.718	9.383	17.592
Si	6.912	12.302	17.415
Si	9.548	15.125	17.615
Si	12.394	1.436	17.677
Si	15.225	4.104	17.606
Si	12.281	6.804	17.877
Si	14.953	9.527	17.725
Si	12.398	12.334	17.523
Si	15.147	14.972	17.709
Si	0.193	2.859	19.086
Si	2.727	16.165	19.258
Si	16.266	8.26	19.233
Si	2.869	5.761	19.374
Si	0.043	13.385	18.982
Si	3.533	11.682	18.885
Si	5.346	2.564	19.258
Si	8.195	16.24	19.259
Si	5.516	8.614	19.121
Si	7.95	5.503	19.527
Si	5.322	13.365	18.755
Si	8.363	10.913	18.596
Si	10.988	2.733	19.132
Si	13.831	0.05	18.996
Si	10.814	8.104	19.364
Si	13.784	5.307	18.94
Si	11.064	13.79	18.724
Si	13.521	10.929	19.013
Si	1.282	4.458	20.557
Si	4.439	0.739	20.603
Si	0.106	9.933	20.953
Si	4.108	7.587	20.663
Si	1.467	14.451	20.515
Si	2.791	11.778	21.097
Si	6.387	3.915	20.85
Si	9.883	1.145	20.47
Si	7.203	9.873	20.323
Si	8.985	7.268	20.882
Si	6.531	14.706	20.401
Si	9.869	12.154	19.809
Si	12.772	3.72	20.382
Si	15.049	1.603	20.304
Si	11.874	9.934	20.425
Si	15.192	6.416	20.425
Si	12.101	15.347	20.118
Si	15.217	11.831	20.324
Si	2.161	6.425	27.434
Si	2.583	6.283	24.468
Si	0.714	8.531	23.671
Si	5.305	5.891	22.779
Si	8.847	1.06	25.286
Si	8.551	2.801	22.767
Si	1.894	3.49	23.524
Si	8.022	12.925	27.876
Si	12.211	14.412	22.929
Si	0.295	16.385	22.526
Si	9.177	4.305	28.748
Si	11.634	0.127	24.875
Si	4.49	14.947	25.426
Si	8.389	5.79	23.565
Si	3.86	13.991	28.261
Si	10.85	6.475	27.866
Si	3.286	9.651	22.894
Si	3.241	0.865	23.514
Si	7.462	14.913	25.771
Si	10.019	1.622	28.092
Si	14.532	12.507	23.178
Si	7.717	12.505	21.868
Si	9.61	13.248	24.057
Si	13.106	1.539	28.26
Si	13.466	5.505	22.686
Si	15.416	3.622	24.297
Si	13.174	9.776	23.348
Si	13.386	15.333	27.055
Si	12.814	10.348	26.161
Si	16.396	0.479	30.337
Si	0.769	1.342	27.662
Si	1.338	6.609	30.119
Si	0.274	13.154	25.464
Si	1.008	6.579	32.972
Si	8.576	11.619	30.396
Si	4.903	9.827	25.347
Si	3.694	4.907	29.267
Si	10.206	11.555	26.333
Si	7.518	10.527	26.228
Si	16.099	15.991	25.414
Si	12.813	5.787	25.498
Si	13.221	2.628	25.578
Si	16.15	14.34	31.916
Si	14.285	12.191	30.565
Si	3.987	2.459	30.683
Si	6.844	8.717	33.231
Si	2.629	13.218	32.355
Si	2.953	4.138	32.892
Si	10.217	15.844	30.168
Si	3.045	12.408	25.88
Si	14.326	2.47	31.022
Si	8.212	6.14	26.728
Si	12.374	7.398	30.389
Si	7.995	15.613	32.371
Si	15.519	15.442	34.782
Si	14.807	5.274	29.926
Si	6.81	5.932	34.878
Si	4.812	12.224	30.651
Si	5.337	14.342	32.642
Si	6.254	8.256	27.505
Si	6.491	9.512	30.262
Si	5.245	9.962	35.256
Si	12.838	14.531	34.261
Si	11.34	0.526	35.071
Si	16.168	4.297	27.34
Si	11.205	12.934	30.444
Si	14.556	12.573	27.59
Si	2.769	0.17	29.501
Si	1.006	8.66	35.056
Si	9.261	9.071	34.904
Si	0.341	9.218	37.879
Si	8.316	0.241	35.167
Si	4.453	4.042	35.478
Si	8.604	12.623	33.328
Si	8.463	5.092	31.721
Si	10.648	4.688	36.801
Si	6.824	13.862	35.271
Si	14.591	14.934	40.059
Si	12.292	0.463	32.319
Si	14.535	8.095	25.271
Si	14.776	7.68	33.948
Si	11.682	16.167	39.636
Si	11.458	12.094	33.243
Si	6.394	4.964	39.874
Si	4.333	12.572	40.025
Si	3.864	5.438	38.177
Si	6.457	14.006	38.187
Si	2.598	11.386	34.962
Si	10.446	6.924	32.901
Si	7.365	9.432	37.25
Si	15.724	15.885	37.55
Si	14.124	1.219	35.992
Si	12.801	6.852	36.279
Si	10.742	3.969	39.784
Si	13.272	9.77	31.982
Si	5.449	4.667	31.417
Si	7.88	5.299	37.368
Si	2.656	11.003	37.958
Si	4.631	8.466	37.581
Si	1.358	4.16	39.605
Si	9.458	9.641	39.468
Si	6.631	2.391	36.862
Si	11.21	9.281	36.89
Si	6.471	0.37	39.229
Si	13.18	2.277	39.747
Si	15.817	2.329	37.996
Si	13.908	9.206	37.714
Si	9.653	4.544	34.153
Si	8.931	15.009	39.453
Si	15.194	8.997	40.197
O	15.399	16.095	40.935
O	12.199	1.188	39.005
O	5.111	4.613	38.894
O	2.171	3.051	40.522
O	13.567	1.932	41.298
O	10.463	3.836	38.176
O	3.76	7.279	41.777
O	3.74	9.765	38.044
O	15.859	10.333	40.895
O	1.683	9.319	41.819
O	4.76	11.335	40.996
O	3.597	13.715	40.921
O	6.391	1.727	38.338
O	5.577	0.553	40.598
O	7.627	5.521	38.962
O	11.021	0.18	41.083
O	7.009	3.761	40.831
O	5.845	6.135	40.834
O	10.581	9.101	38.394
O	10.807	5.678	33.901
O	8.842	8.517	40.527
O	6.794	9.756	41.593
O	6.777	14.974	41.835
O	9.048	14.129	40.843
O	12.55	14.997	0.042
O	8.086	14.035	38.428
O	0.333	5.054	40.551
O	1.409	4.193	0.493
O	10.677	5.412	40.617
O	9.275	3.954	32.644
O	14.602	7.916	41.278
O	13.767	7.573	37.415
O	12.327	9.443	41.705
O	10.231	10.724	40.485
O	13.039	15.265	39.646
O	14.453	13.592	41.003
O	4.093	6.153	23.843
O	4.152	1.115	22.192
O	2.045	3.854	21.932
O	6.757	5.853	23.491
O	1.439	10.872	21.138
O	16.312	8.946	22.301
O	5.304	7.098	21.695
O	3.194	8.631	21.601
O	1.816	0.298	22.994
O	0.425	15.009	21.668
O	6.957	11.105	21.44
O	4.42	9.138	23.956
O	5.196	4.531	21.863
O	9.65	1.924	21.933
O	7.631	0.12	25.789
O	11.037	0.003	20.832
O	3.667	11.159	22.347
O	8.133	8.698	21.022
O	14.272	6.546	25.733
O	6.721	13.818	21.81
O	5.529	15.933	20.834
O	8.652	14.221	24.933
O	11.417	10.65	26.975
O	13.829	2.546	20.939
O	12.47	4.555	21.795
O	15.979	1.074	21.56
O	10.781	11.157	20.798
O	14.119	6.655	21.7
O	0.013	5.443	21.03
O	12.398	9.536	21.96
O	12.668	14.47	21.383
O	12.399	15.893	23.594
O	13.185	13.309	23.631
O	14.901	12.818	21.635
O	7.247	2.865	21.796
O	2.51	7.019	25.943
O	0.575	2.948	27.773
O	3.522	5.567	27.789
O	15.642	4.152	25.817
O	2.056	4.752	24.545
O	6.043	14.659	25.026
O	4.49	14.984	27.087
O	10.028	0.139	24.629
O	8.238	2.079	24.188
O	8.989	4.331	23.12
O	9.094	6.847	22.525
O	9.036	10.616	25.684
O	2.934	2.366	24.099
O	7.072	11.833	27.106
O	8.541	12.299	23.263
O	10.626	14.021	23.047
O	9.423	1.807	26.598
O	13.916	2.08	26.948
O	14.302	2.44	24.38
O	12.264	10.292	24.613
O	10.646	12.492	25.075
O	13.519	13.836	27.646
O	12.028	15.587	26.165
O	1.536	12.142	25.345
O	16.146	0.608	28.716
O	15.767	16.254	23.85
O	2.287	0.89	28.092
O	11.449	7.407	29.046
O	4.836	13.11	29.247
O	8.216	4.668	27.464
O	8.617	4.924	30.13
O	3.658	13.62	24.965
O	1.891	9.661	23.776
O	3.921	16.285	24.653
O	2.504	13.392	21.31
O	8.818	12.988	20.759
O	7.558	14.383	27.323
O	4.973	8.759	26.598
O	9.371	7.045	27.464
O	10.663	4.941	28.428
O	9.57	12.529	27.48
O	6.725	6.77	27.016
O	8.658	6.059	25.156
O	7.882	12.821	29.494
O	12.743	12.546	30.124
O	11.583	2.021	28.036
O	9.241	2.709	29.012
O	0.359	2.973	23.693
O	1.522	7.106	23.523
O	12.476	5.999	23.907
O	12.778	4.181	25.79
O	14.347	10.892	23.246
O	16.126	8.439	25
O	15.718	12.908	24.195
O	16.26	14.999	33.418
O	0.74	14.725	25.49
O	14.685	15.642	26.13
O	13.672	2.217	29.574
O	14.949	4.639	28.397
O	3.029	14.991	29.242
O	2.956	12.893	27.444
O	1.762	7.424	28.717
O	13.743	9.004	26.403
O	14.992	13.231	31.61
O	15.732	15.506	30.859
O	4.194	5.088	32.378
O	3.698	14.488	32.499
O	11.158	13.157	32.043
O	8.227	11.799	31.972
O	6.417	10.381	25.038
O	5.437	3.02	31.231
O	5.987	8.458	29.103
O	2.376	5.352	30.131
O	3.643	3.278	29.289
O	7.516	9.215	27.16
O	13.606	6.37	30.078
O	11.457	0.195	30.939
O	13.263	16.323	28.34
O	0.427	0.852	26.144
O	11.759	6.484	26.513
O	14.785	4.788	23.354
O	11.982	1.694	25.12
O	12.96	15.437	32.863
O	9.98	11.951	33.916
O	14.981	12.077	29.087
O	15.968	12.924	26.897
O	5.388	10.72	30.391
O	6.745	7.267	33.968
O	6.706	8.629	31.62
O	8.21	5.164	34.588
O	0.842	5.501	27.302
O	5.713	12.981	31.799
O	9.877	0.142	28.731
O	4.051	0.9	30.216
O	2.876	2.853	31.855
O	10.675	14.32	29.777
O	8.843	15.966	31.035
O	3.297	12.145	31.295
O	3.907	11.043	25.762
O	5.556	4.934	34.67
O	8.633	14.211	32.933
O	16.212	6.055	30.138
O	1.588	0.368	30.604
O	14.387	10.79	31.389
O	13.818	8.373	23.835
O	14.899	0.579	34.679
O	10.435	15.392	38.881
O	1.228	13.701	31.693
O	16.277	8.291	39.159
O	5.195	2.765	36.178
O	15.8	1.775	31.112
O	1.737	10.043	34.578
O	5.111	5.37	29.961
O	1.656	7.401	34.245
O	14.281	14.417	34.992
O	2.322	12.53	33.833
O	7.349	1.325	35.875
O	2.253	11.722	36.53
O	5.618	14.272	34.253
O	1.462	7.355	31.576
O	6.377	15.485	32.069
O	11.6	6.98	31.769
O	6.866	5.109	32.035
O	4.596	8.599	35.936
O	6.492	10.419	36.243
O	7.573	12.566	34.601
O	11.786	15.353	35.211
O	14.223	0.057	37.158
O	11.265	0.951	33.495
O	13.351	1.704	32.097
O	13.898	8.666	32.997
O	12.766	8.956	30.656
O	12.149	5.38	36.657
O	10.286	3.755	35.458
O	3.321	3.584	34.4
O	6.836	6.219	36.503
O	15.8	8.673	34.754
O	12.453	12.949	34.192
O	8.16	9.544	33.786
O	8.335	8.555	36.214
O	3.217	12.152	38.932
O	1.186	8.463	36.689
O	6.168	13.421	36.698
O	9.835	0.606	35.691
O	2.464	5.156	38.946
O	5.59	9.611	33.718
O	8.215	0.343	33.537
O	9.041	6.573	32.131
O	10.232	8.176	33.912
O	10.192	11.681	30.121
O	7.948	10.192	29.908
O	6.204	8.584	38.053
O	0.123	0.832	38.071
O	8.036	16.391	39.613
O	1.582	5.042	32.98
O	14.616	2.494	39.061
O	14.528	4.099	31.059
O	13.847	11.517	26.583
O	13.707	6.855	34.904
O	15.352	9.791	37.208
O	15.502	14.736	38.69
O	1.346	14.99	41.589
O	1.239	10.417	38.507
O	11.477	7.803	36.251
O	4.057	7.066	38.156
O	15.758	6.623	33.149
O	5.688	13.089	39.288
O	0.027	15.337	36.162
O	7.572	3.713	37.04
O	3.729	4.917	36.645
O	5.884	15.537	38.324
O	10.297	10.048	35.758
O	4.208	11.18	35.057
O	9.409	5.762	36.985
O	8.258	10.167	38.432
O	7.832	15.128	35.586
O	9.636	3.006	40.585
O	15.051	2.486	36.524
O	12.523	1.483	35.75
O	12.108	10.668	32.751
O	12.21	4.074	0.074
O	12.343	3.65	39.801
O	12.669	10.023	37.026
O	13.887	9.462	39.323
O	0.54	3.441	38.367
Si	0.093	0.023	5.423
Si	2.816	2.777	5.37
Si	0.05	5.466	5.408
Si	2.788	8.263	5.412
Si	0.053	10.961	5.457
Si	2.82	13.758	5.441
Si	5.498	0.098	5.351
Si	8.182	2.849	5.412
Si	5.499	5.522	5.399
Si	8.244	8.281	5.446
Si	5.519	11.042	5.419
Si	8.221	13.766	5.394
Si	10.97	0.029	5.411
Si	13.683	2.8	5.412
Si	10.939	5.537	5.417
Si	13.667	8.247	5.465
Si	10.972	10.964	5.453
Si	13.724	13.699	5.466
Si	1.452	1.416	6.764
Si	4.141	4.154	6.766
Si	1.411	6.869	6.759
Si	4.159	9.638	6.775
Si	1.432	12.364	6.783
Si	4.174	15.138	6.784
Si	6.852	1.439	6.76
Si	9.582	4.167	6.785
Si	6.868	6.888	6.775
Si	9.609	9.616	6.828
Si	6.884	12.393	6.792
Si	9.596	15.093	6.788
Si	12.335	1.407	6.775
Si	15.071	4.136	6.789
Si	12.308	6.876	6.813
Si	15.072	9.598	6.81
Si	12.344	12.332	6.812
Si	15.101	15.087	6.801
Si	0.059	2.77	8.138
Si	2.797	0.072	8.162
Si	0.045	8.218	8.148
Si	2.774	5.512	8.138
Si	0.06	13.718	8.158
Si	2.79	10.989	8.152
Si	5.498	2.792	8.14
Si	8.23	0.074	8.136
Si	5.507	8.252	8.145
Si	8.228	5.527	8.155
Si	5.521	13.755	8.161
Si	8.239	11.003	8.166
Si	10.962	2.782	8.135
Si	13.718	0.057	8.149
Si	10.963	8.24	8.189
Si	13.702	5.505	8.155
Si	10.968	13.719	8.154
Si	13.713	10.968	8.171
Si	1.412	4.147	9.515
Si	4.148	1.443	9.529
Si	1.419	9.596	9.501
Si	4.142	6.873	9.509
Si	1.422	15.1	9.514
Si	4.157	12.363	9.517
Si	6.867	4.147	9.508
Si	9.602	1.423	9.514
Si	6.877	9.609	9.52
Si	9.597	6.866	9.538
Si	6.886	15.114	9.531
Si	9.618	12.354	9.537
Si	12.337	4.133	9.519
Si	15.089	1.419	9.52
Si	12.352	9.597	9.534
Si	15.083	6.856	9.525
Si	12.342	15.093	9.513
Si	15.088	12.344	9.511

Results
total energy: -154797.353 eV
total energy less fixed offsets of O -438.35, Si -107.03 eV per atom: 18.187 eV

Forces (eV/angstrom) on atoms 340 to 623 of the 654, counted in the order above; the others are left out for length: element, x, y, z
O	-0.159	-0.058	0.338
O	0.007	0.265	-0.09
O	-0.17	0.004	-0.203
O	0.042	-0.167	0.176
O	0.043	0.086	-0.062
O	0.145	-0.08	0.15
O	0.094	-0.034	0.016
O	-0.205	-0.005	0.231
O	0.041	-0.124	0.091
O	-0.158	-0.049	0.219
O	0.022	-0.248	0.314
O	0.004	-0.067	0.146
O	0.137	-0.132	-0.129
O	-0.016	-0.041	0.084
O	0.11	-0.207	-0.215
O	0.113	-0.151	0.192
O	0.057	-0.047	0.01
O	-0.049	0.167	0.194
O	-0.183	0.143	0.136
O	0.11	0.015	0.112
O	0.346	0.157	0.316
O	0.254	0.134	-0.191
O	-0.295	-0.13	0.304
O	0.287	-0.052	0.141
O	0.259	0.101	-0.227
O	0.164	-0.103	-0.337
O	-0.161	0.031	0.27
O	-0.01	-0.391	0.174
O	-0.083	0.276	-0.289
O	-0.059	-0.029	-0.378
O	-0.24	-0.255	-0.44
O	-0.221	-0.121	-0.085
O	0.02	0.239	0.023
O	-0.243	-0.1	0.011
O	0.23	-0.017	-0.147
O	0.213	-0.143	-0.416
O	-0.032	-0.001	-0.075
O	-0.181	0.003	0.191
O	-0.216	-0.007	-0.295
O	0.163	0.072	0.371
O	-0.076	-0.256	0.151
O	-0.058	0.128	-0.168
O	0.141	0.043	0.178
O	0.151	0.031	-0.054
O	-0.085	-0.096	-0.102
O	0.031	0.221	-0.162
O	0.143	0.244	-0.195
O	-0.087	-0.284	-0.241
O	0.005	0.056	0.193
O	-0.012	-0.025	-0.639
O	0.001	0.157	-0.185
O	0.042	0.213	-0.035
O	-0.058	0.089	-0.408
O	0.002	-0.28	0.062
O	-0.086	-0.034	0.112
O	-0.091	0.017	-0.078
O	-0.011	-0.029	-0.105
O	-0.118	0.034	-0.126
O	-0.133	-0.046	0.123
O	0.24	0.011	0.001
O	0.005	-0.163	0.155
O	-0.157	0.247	-0.111
O	-0.093	0.003	0.163
O	0.155	0.018	-0.168
O	0.021	-0.031	0.24
O	-0.103	0.078	0.043
O	-0.14	0.02	0.031
O	0.04	0.142	-0.088
O	0.071	0.035	-0.395
O	0.001	-0.121	0.184
O	0.005	0.152	0.112
O	0.023	0.056	0.27
O	-0.166	-0.107	-0.369
O	-0.296	-0.142	0.067
O	-0.189	0.009	0.147
O	0.178	-0.276	0.196
O	0.014	0.067	0.039
O	0.071	0	-0.127
O	0.159	-0.059	0.08
O	-0.334	0.041	0.337
O	0.113	-0.132	0.015
O	-0.013	-0.19	0.236
O	-0.086	-0.272	0.2
O	-0.059	-0.108	-0.063
O	0.265	-0.148	0.192
O	0.004	0.356	0.303
O	0.204	-0.119	0.114
O	-0.113	0.048	0.208
O	0.01	0.281	0.025
O	0.039	-0.035	-0.124
O	0.061	0.018	0.09
O	0.019	0.292	0.074
O	-0.3	0.206	-0.017
O	-0.199	0.119	0.389
O	-0.025	-0.095	0.124
O	-0.207	-0.08	0.092
O	0.074	0.017	0.205
O	0.149	0.02	0.399
O	-0.006	0.32	0.187
O	0.05	-0.25	0.239
O	-0.093	0.032	-0.033
O	-0.238	-0.058	0.399
O	-0.258	0.169	-0.002
O	0.035	0.256	-0.091
O	-0.141	0.18	0.002
O	-0.216	0.093	-0.058
O	0.249	-0.362	-0.257
O	-0.113	-0.153	-0.239
O	0.018	0.121	0.278
O	0.362	-0.008	-0.023
O	0.264	0.205	0.05
O	-0.064	-0.126	-0.038
O	0.028	0.048	-0.202
O	0.138	-0.002	-0.147
O	0.155	-0.052	0.162
O	-0.062	0.132	0.286
O	-0.112	-0.19	0.007
O	-0.163	0.016	0.248
O	0.103	0.077	0.274
O	0.208	0.051	0.184
O	0.093	-0.126	0.161
O	-0.069	0.071	0.219
O	-0.256	-0.024	-0.193
O	-0.006	0.197	0.108
O	-0.096	0.197	-0.001
O	0.123	0.163	0.196
O	-0.346	-0.191	-0.019
O	-0.087	-0.02	-0.129
O	0.013	-0.077	0.06
O	-0.153	-0.052	0.077
O	0.108	0.033	0.149
O	0.123	-0.075	0.041
O	0.08	0.019	-0.08
O	-0.049	0.05	0.019
O	0.008	-0.127	-0.208
O	-0.203	0.021	0.493
O	0.017	0.1	0.179
O	0.111	0.221	0.025
O	-0.032	-0.068	-0.207
O	-0.276	0.193	-0.129
O	0.294	0.14	-0.229
O	0.241	0.136	-0.069
O	-0.018	-0.203	0.175
O	0.079	-0.178	0.074
O	-0.179	0.053	0.021
O	0.038	-0.14	0.144
O	0.042	-0.141	-0.061
O	-0.008	-0.095	0.066
O	0.087	-0.08	0.162
O	0.306	0.032	0.004
O	0.102	-0.056	-0.012
O	-0.028	0.024	0.075
O	-0.016	-0.153	0.076
O	0.034	0.116	-0.12
O	-0.1	0.166	-0.186
O	0.044	-0.141	-0.211
O	0.084	-0.113	-0.019
O	0.01	0.196	-0.065
O	0.051	-0.127	0.113
O	0.184	0.231	-0.108
O	0.098	-0.091	0.163
O	0.085	-0.07	-0.065
O	0.235	-0.111	-0.058
O	-0.115	0.099	-0.029
O	-0.105	-0.155	-0.167
O	-0.056	-0.109	-0.045
O	-0.039	-0.028	0.293
O	-0.016	-0.177	0.172
O	0.14	0.253	-0.12
O	-0.15	-0.065	-0.167
O	0.211	0.169	-0.117
O	-0.055	-0.076	-0.139
O	-0.216	-0.008	-0.308
O	-0.27	0.384	-0.258
O	0.009	-0.027	-0.314
O	-0.179	-0.02	0.061
O	0.137	-0.051	0
O	-0.1	-0.05	-0.058
O	0.091	-0.058	-0.217
O	0.203	0.118	0.192
O	-0.141	0.173	0.282
O	0.187	0.113	-0.112
O	0.051	0.133	-0.15
O	0.274	-0.18	-0.028
O	0.045	0.093	0.162
O	-0.13	0.007	0.078
O	0.068	-0.067	-0.396
O	-0.126	0.059	-0.04
O	-0.023	-0.072	0.02
O	-0.141	0.237	-0.113
O	-0.212	-0.077	-0.284
O	-0.197	0.04	-0.067
O	-0.006	-0.008	-0.13
O	0.003	0.152	-0.157
O	-0.144	0.066	-0.005
O	0.203	-0.02	-0.104
O	0.099	0.137	-0.041
O	0.198	-0.189	-0.212
O	0.136	0.006	0.061
O	0.117	-0.102	-0.005
O	-0.184	-0.103	0.048
O	-0.034	-0.059	-0.298
O	0.015	-0.136	-0.001
O	-0.065	0.038	-0.121
O	-0.153	0.093	-0.021
O	0.065	0.134	0.257
O	0.284	0.235	-0.092
O	-0.069	0.093	0.024
O	0.114	-0.117	0.07
O	0.228	-0.08	0.079
O	-0.061	0.109	-0.071
O	0.062	0.331	0.412
O	-0.114	-0.093	-0.157
O	-0.156	-0.105	0.104
O	-0.05	0.046	0.347
O	-0.066	0.252	0.232
O	0.036	-0.175	-0.363
O	-0.006	0.085	-0.163
O	-0.099	0.069	0.074
O	0.202	-0.06	0.208
O	-0.058	0.059	-0.097
O	-0.235	-0.048	-0.04
O	-0.072	-0.024	-0.021
O	-0.028	-0.156	-0.312
O	0.197	-0.239	0.084
O	-0.109	-0.007	-0.119
O	0.187	0.035	0.007
O	0.05	0.07	-0.111
O	0.102	0.206	-0.146
O	0.058	0.049	-0.067
O	-0.066	0.256	-0.036
O	-0.091	-0.03	0.07
O	0.226	0.066	0.001
O	0.344	-0.06	-0.018
O	-0.148	-0.361	0.178
O	-0.253	-0.088	0.05
O	0.019	-0.104	0.03
O	0.128	0.096	0.228
O	0.193	0.063	0.12
O	-0.091	0.32	-0.073
O	-0.095	-0.15	-0.166
O	0.066	0.136	-0.032
O	0.063	0.071	0.152
Si	-0.037	0.018	0.02
Si	-0.028	0.133	-0.037
Si	-0.026	-0.076	-0.014
Si	0.056	0.03	0.04
Si	-0.053	-0.067	0.015
Si	0.05	0.042	0.011
Si	0.025	-0.051	-0.099
Si	0.024	-0.052	0.001
Si	-0.084	0.044	0.022
Si	0.013	0.048	-0.033
Si	0.037	0.032	-0.016
Si	0.059	0.022	-0.098
Si	0.026	0.004	-0.015
Si	-0.012	-0.056	-0.014
Si	0.008	-0.021	-0.037
Si	-0.013	-0.024	-0.019
Si	-0.045	0.032	-0.054
Si	0.052	0.007	0.032
Si	0.075	-0.111	0.014
Si	-0.021	-0.008	0.013
Si	-0.016	0.014	-0.005
Si	-0.027	-0.034	-0.027
Si	-0.028	0.021	-0.008
Si	-0.043	-0.014	0.017
Si	-0.048	0.076	0.015
Si	0.006	0.016	0
Si	0	-0.012	-0.016
Si	0.059	-0.044	0.021
Si	-0.065	0.024	0.009
Si	-0.016	0.005	-0.011
Si	0.047	-0.004	-0.015
Si	-0.001	0.031	0.032
Si	-0.025	0.04	0.007
Si	0.031	0.008	-0.006
Si	0.055	-0.015	0.003
Si	-0.05	0.016	-0.039
Si	-0.04	0.007	-0.014
Si	-0.026	0.009	0.003
Si	-0.02	-0.004	0.002
Si	0.013	0.016	-0.009
Si	0.004	0.01	-0.001
